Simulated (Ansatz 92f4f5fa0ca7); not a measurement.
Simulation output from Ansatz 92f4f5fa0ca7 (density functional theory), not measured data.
Periodic cell of 291 atoms, Si195O96, from a study of silicon, its oxide and their interface. The atomic structure is a simulated model.
Doubt: the cutoff is far below the 930 eV that the study's wrapper takes by default for these files, so forces and energies are approximate.
This geometry differs little from another in the collection (a relaxation step or a small displacement).

Settings
functional: PBE
potential files: Ansatz PAW
basis: plane waves
wave-function cutoff: 580 eV
density cutoff ratio: 5
exchange-correlation grid ratio: 1
k mesh: 1 x 1 x 1, Gamma-centred
self-consistency stop: 5e-08 eV per atom in the density residual
occupations: fixed
spin: none
net charge: 0

Cell vectors (angstrom)
a, 11.6015, 0, 0
b, 0, 10.938, 0
c, 0, 0, 41.0458

Atoms: element, x, y, z (angstrom)
Si, 0, 0, 0.9665
Si, 3.8672, 0, 0.9665
Si, 7.7343, 0, 0.9665
Si, 1.9336, 1.3673, 0.9665
Si, 5.8008, 1.3673, 0.9665
Si, 9.6679, 1.3673, 0.9665
Si, 0, 5.469, 0.9665
Si, 3.8672, 5.469, 0.9665
Si, 7.7343, 5.469, 0.9665
Si, 1.9336, 6.8362, 0.9665
Si, 5.8008, 6.8362, 0.9665
Si, 9.6679, 6.8362, 0.9665
Si, 1.9336, 2.7345, 40.0787
Si, 5.8008, 2.7345, 40.0787
Si, 9.6679, 2.7345, 40.0787
Si, 0, 4.1018, 40.0787
Si, 3.8672, 4.1018, 40.0787
Si, 7.7343, 4.1018, 40.0787
Si, 1.9336, 8.2035, 40.0787
Si, 5.8008, 8.2035, 40.0787
Si, 9.6679, 8.2035, 40.0787
Si, 0, 9.5708, 40.0787
Si, 3.8672, 9.5708, 40.0787
Si, 7.7343, 9.5708, 40.0787
Si, 0, 0, 4.8337
Si, 3.8672, 0, 4.8337
Si, 7.7343, 0, 4.8337
Si, 1.9336, 1.3673, 4.8337
Si, 5.8008, 1.3673, 4.8337
Si, 9.6679, 1.3673, 4.8337
Si, 0, 5.469, 4.8337
Si, 3.8672, 5.469, 4.8337
Si, 7.7343, 5.469, 4.8337
Si, 1.9336, 6.8362, 4.8337
Si, 5.8008, 6.8362, 4.8337
Si, 9.6679, 6.8362, 4.8337
Si, 1.9336, 2.7345, 2.9001
Si, 5.8008, 2.7345, 2.9001
Si, 9.6679, 2.7345, 2.9001
Si, 0, 4.1018, 2.9001
Si, 3.8672, 4.1018, 2.9001
Si, 7.7343, 4.1018, 2.9001
Si, 1.9336, 8.2035, 2.9001
Si, 5.8008, 8.2035, 2.9001
Si, 9.6679, 8.2035, 2.9001
Si, 0, 9.5708, 2.9001
Si, 3.8672, 9.5708, 2.9001
Si, 7.7343, 9.5708, 2.9001
Si, 0.2255, -0.4423, 30.249
Si, 3.6385, -0.0443, 30.7
Si, 7.5388, 0.2243, 30.4743
Si, 1.7678, 1.3641, 30.5152
Si, 5.5141, 1.2999, 30.7276
Si, 9.4578, 1.5794, 30.2936
Si, -0.0396, 6.1302, 28.9424
Si, 1.2263, 5.9098, 30.9101
Si, 7.1409, 5.1578, 30.0546
Si, 3.4348, 5.255, 30.3187
Si, 5.8001, 7.1288, 30.2038
Si, 9.4759, 6.9641, 29.4778
Si, 1.927, 2.72, 32.4474
Si, 5.8036, 2.7531, 32.5074
Si, 9.7699, 2.8867, 32.2411
Si, 0.1616, 4.2696, 32.3716
Si, 3.8825, 4.0837, 32.3511
Si, 7.7058, 4.1032, 32.2021
Si, 1.7585, 7.8579, 32.3487
Si, 5.8009, 8.2707, 32.2978
Si, 9.5629, 8.2989, 32.4194
Si, 0.0065, 9.442, 32.3536
Si, 3.6791, 9.3126, 32.3933
Si, 7.6779, 9.7223, 32.3806
Si, -0.0208, -0.0124, 34.2318
Si, 3.8126, -0.1147, 34.2718
Si, 7.7419, 0.0963, 34.3111
Si, 1.9276, 1.3067, 34.3178
Si, 5.7409, 1.3116, 34.3476
Si, 9.6985, 1.4573, 34.1995
Si, -0.0519, 5.4738, 34.3731
Si, 3.8357, 5.4742, 34.2727
Si, 7.6995, 5.4637, 34.1821
Si, 1.8832, 6.78, 34.4021
Si, 5.779, 6.8409, 34.2089
Si, 9.6148, 6.8462, 34.2933
Si, 1.9225, 2.7286, 36.2158
Si, 5.7728, 2.7307, 36.2312
Si, 9.6478, 2.7291, 36.2021
Si, -0.029, 4.0717, 36.2486
Si, 3.857, 4.1019, 36.207
Si, 7.711, 4.1052, 36.1603
Si, 1.9182, 8.2264, 36.2462
Si, 5.8101, 8.1926, 36.1803
Si, 9.6499, 8.2112, 36.2225
Si, -0.024, 9.5817, 36.198
Si, 3.8694, 9.545, 36.239
Si, 7.7374, 9.59, 36.2028
Si, 0, 0, 38.1451
Si, 3.8672, 0, 38.1451
Si, 7.7343, 0, 38.1451
Si, 1.9336, 1.3673, 38.1451
Si, 5.8008, 1.3673, 38.1451
Si, 9.6679, 1.3673, 38.1451
Si, 0, 5.469, 38.1451
Si, 3.8672, 5.469, 38.1451
Si, 7.7343, 5.469, 38.1451
Si, 1.9336, 6.8362, 38.1451
Si, 5.8008, 6.8362, 38.1451
Si, 9.6679, 6.8362, 38.1451
Si, 1.9617, 2.7774, 6.7202
Si, 5.8465, 2.7301, 6.7739
Si, 9.6915, 2.7191, 6.7947
Si, 0.0067, 4.1101, 6.766
Si, 3.9125, 4.1015, 6.7715
Si, 7.7817, 4.1038, 6.752
Si, 1.9385, 8.208, 6.7392
Si, 5.7957, 8.2013, 6.7718
Si, 9.6571, 8.2008, 6.7977
Si, -0.0129, 9.5456, 6.7254
Si, 3.8664, 9.5716, 6.7592
Si, 7.735, 9.5798, 6.8133
Si, 0.0278, 0.0071, 8.6001
Si, 3.8636, 0.014, 8.6774
Si, 7.771, -0.0237, 8.8034
Si, 1.9255, 1.3934, 8.6019
Si, 5.8195, 1.324, 8.6836
Si, 9.6935, 1.3579, 8.7603
Si, 0.0041, 5.515, 8.6755
Si, 3.8669, 5.4206, 8.7433
Si, 7.7857, 5.5114, 8.6536
Si, 1.9676, 6.8134, 8.6365
Si, 5.8237, 6.8107, 8.691
Si, 9.7299, 6.9296, 8.8164
Si, 1.7218, 2.6423, 10.5928
Si, 5.7509, 2.6988, 10.5849
Si, 9.6449, 2.7816, 10.69
Si, -0.0598, 4.2011, 10.6204
Si, 3.7489, 3.9611, 10.6594
Si, 7.691, 4.0728, 10.5009
Si, 2.0752, 8.2199, 10.4989
Si, 5.9332, 8.1792, 10.6059
Si, 9.9022, 8.3504, 10.8097
Si, 0.2781, 9.7534, 10.5961
Si, 4.001, 9.5853, 10.6037
Si, 7.8879, 9.5706, 10.7992
Si, -0.1521, 0.9396, 13.7872
Si, 3.4606, 0.1401, 12.4099
Si, 7.9894, -0.0902, 12.8581
Si, 1.2329, 0.664, 11.9068
Si, 5.3785, 1.5556, 12.6131
Si, 9.4335, 1.7969, 12.8541
Si, 0.0894, 5.5612, 12.58
Si, 3.7499, 5.3056, 12.6075
Si, 9.9645, 7.1247, 12.8963
Si, 2.0117, 6.8809, 12.4428
Si, 5.4566, 7.0024, 12.6173
Si, 8.0486, 5.8317, 13.1986
O, 6.7419, 17.6546, 13.6176
O, 5.4352, 2.7434, 13.7727
O, 1.0019, 4.1523, 16.347
O, 11.046, 10.5452, 14.6938
O, 2.1422, 7.9658, 13.7273
O, 14.9205, -0.5507, 13.9319
O, 7.6484, 5.1433, 11.7688
O, 3.4682, 4.4084, 14.0276
O, 0.2185, 4.4911, 13.8366
O, 8.4625, 9.976, 14.1968
O, -5.1672, 11.3309, 13.1185
O, 10.2572, 8.04, 14.2716
O, 4.1999, 17.6468, 30.0504
O, 11.2297, 4.6612, 28.2854
O, 13.1751, -2.2895, 24.3751
O, 0.4709, 9.2647, 29.1381
O, 2.4767, 8.9635, 27.2674
O, 5.0622, 2.0128, 29.2906
O, 1.6384, 2.4308, 29.1964
O, 10.4328, 0.3302, 29.8278
O, 7.4936, 10.3827, 29.0168
O, 4.0477, 11.2952, 26.8868
O, 3.7804, 4.3482, 28.9689
O, 8.5364, 5.6283, 29.3155
Si, 10.3724, 10.9333, 20.6079
Si, 7.3114, 1.5468, 16.8748
Si, -0.8326, 16.8786, 23.7456
Si, 11.6279, 8.7481, 24.8383
Si, 11.9523, 6.7034, 19.6725
Si, 6.7099, 6.7874, 21.3996
Si, 8.6513, 4.4098, 25.3973
Si, 4.3544, 12.1812, 16.8635
Si, 1.4404, 9.4621, 20.4838
Si, 2.7656, -2.191, 23.2836
Si, 8.8289, 3.2124, 14.6955
Si, 3.9318, 12.8158, 26.2418
Si, 8.9376, 10.0486, 17.8707
Si, 9.3776, 10.3015, 23.5102
Si, 6.5799, 9.5585, 19.7376
Si, 3.4845, -2.1444, 14.1666
Si, 10.2998, 3.3974, 27.8427
Si, 9.4636, 5.7086, 20.8443
Si, 4.4056, 14.302, 14.8807
Si, 5.0597, 3.425, 28.5035
Si, 7.4877, 8.9499, 28.2709
Si, 10.7384, 3.0076, 21.3214
Si, 4.6401, 4.9454, 17.476
Si, 0.9178, 8.613, 27.6795
Si, 1.3275, 1.9642, 27.6417
Si, 3.5884, -1.0609, 18.5385
Si, 8.6953, 13.1495, 23.3844
Si, 15.1176, 7.4865, 16.8474
Si, 4.8069, 0.2231, 23.9202
Si, 18.1105, 6.3613, 24.3689
Si, 11.7054, 3.5526, 15.1528
Si, 9.8343, 9.462, 14.9661
Si, 18.5699, -1.7143, 25.1343
Si, 1.7143, 5.2886, 17.2354
Si, 1.4036, -6.0523, 22.0508
Si, 5.7194, 2.8625, 18.9709
Si, 14.5986, 10.4244, 27.7697
Si, 4.2045, 5.934, 22.7379
Si, 6.4189, 12.1969, 21.4135
O, 7.1075, 2.4118, 18.2436
O, 8.9924, 0.8131, 24.1465
O, 8.5088, 0.5106, 17.1695
O, 10.1501, 3.4741, 15.6389
O, 5.1716, 5.469, 23.9999
O, 0.6731, 16.7695, 18.3444
O, -3.9702, 9.2826, 18.5064
O, 8.2297, 4.6816, 14.3318
O, 3.661, 2.0983, 15.6371
O, 4.8015, 6.5442, 17.2146
O, -0.0569, 9.0491, 26.4423
O, 5.5446, 4.4726, 18.7457
O, 5.1919, 6.1399, 21.4212
O, 7.6648, 1.9799, 22.1554
O, 9.4169, -0.5221, 21.8596
O, 1.5726, 11.2792, 27.7415
O, 0.8125, 8.2546, 19.5827
O, 5.7248, 2.4401, 20.529
O, 12.3177, 3.474, 21.5216
O, 5.8959, 0.8188, 16.4745
O, 3.6045, 7.3603, 23.2498
O, 10.8606, 7.3691, 24.4866
O, 7.8657, 5.9489, 20.5856
O, 2.2395, -4.3594, 16.3671
O, 4.4475, 13.0737, 18.2354
O, 14.0157, 2.4724, 26.5199
O, 6.9709, 10.9615, 20.4914
O, 14.6201, 4.8535, 22.3696
O, 9.0773, 3.8042, 26.844
O, 4.9462, 2.9828, 26.9212
O, 20.5068, 8.1772, 28.5443
O, 3.0715, 4.6315, 17.8676
O, -4.3667, 17.6802, 22.9487
O, 6.4445, 4.1953, 28.893
O, 10.0465, 4.9627, 24.8014
O, 6.1408, 18.7558, 25.0084
O, 3.6502, -0.8949, 23.7049
O, 8.2572, 9.2585, 24.103
O, 7.7303, 2.4645, 15.6181
O, 7.4114, 9.2945, 26.6928
O, 0.6564, 5.3532, 23.4272
O, -0.1961, 2.3471, 27.1979
O, 4.2691, 12.5304, 24.6698
O, 0.5887, 2.0329, 14.7892
O, 5.1336, 4.1884, 16.0962
O, 5.0949, 9.8157, 19.1356
O, 10.8699, 9.9346, 24.0322
O, 11.857, 10.425, 20.9848
O, 9.8958, 6.0696, 22.3778
O, 6.0213, -0.4402, 24.7787
O, 5.3217, -10.2535, 22.453
O, 9.8882, 4.1608, 20.525
O, 10.1012, 13.7552, 22.8145
O, 3.4871, -0.0723, 17.2409
O, 9.6134, 9.2379, 16.5944
O, 2.5022, 10.3642, 19.6399
O, 12.7519, 6.0244, 20.9173
O, 8.0388, 3.2344, 24.4518
O, 2.1901, -2.0528, 21.7839
O, 14.7537, 8.3594, 18.1561
O, 6.6063, -2.6374, 20.7796
O, 10.5102, 12.5621, 20.4957
O, 10.3267, 6.6876, 19.8629
O, 3.6783, 10.1346, 29.2114
O, 7.495, 5.5738, 25.4156
O, 9.9298, 10.3414, 19.1459
O, 17.8564, 8.0374, 28.8813
O, 4.7586, 8.3328, 13.285
O, 3.8977, -2.4055, 15.6965
O, 0.8312, 6.99, 27.8404
O, 9.5334, 2.7048, 29.1003
O, -2.2116, 7.3383, 31.0722

Results
free energy: -178557.166 eV
free energy less fixed offsets of O -568.88, Si -635.61 eV per atom: -0.736 eV

Forces (eV/angstrom), in the order of the atoms: element, x, y, z
Si, 0.0019, 0.0233, -0.0122
Si, 0.0059, 0.0246, -0.0047
Si, -0.0039, 0.0609, 0.0102
Si, 0.0043, -0.0085, -0.007
Si, -0.0089, -0.018, 0.0099
Si, 0.0013, -0.0692, -0.0023
Si, 0.0007, 0.0173, 0.0096
Si, -0.0061, 0.0527, 0.004
Si, 0.0009, 0.0506, -0.0121
Si, 0.0025, -0.0045, 0.0013
Si, -0.0038, -0.0481, -0.0097
Si, 0.0042, -0.0584, 0.0104
Si, -0.0055, 0.006, 0.0007
Si, 0.0022, -0.0002, 0.0074
Si, -0.0056, 0.0701, -0.0054
Si, -0.0081, 0.0012, 0.0122
Si, 0.0064, -0.0406, 0.0119
Si, -0.0019, -0.0712, -0.0182
Si, -0.0007, -0.0065, 0.0121
Si, -0.0036, 0.0571, 0.0015
Si, -0.0112, 0.036, 0.0171
Si, -0.0007, -0.0436, -0.0152
Si, -0.0095, -0.0195, 0.0073
Si, -0.0092, -0.051, -0.0109
Si, -0.0162, 0.047, -0.1743
Si, -0.0008, 0.058, -0.0125
Si, -0.0274, -0.0154, 0.2236
Si, 0.0122, -0.0152, -0.1354
Si, 0.065, 0.0054, -0.0023
Si, 0.038, -0.0688, 0.1362
Si, -0.0417, 0.062, -0.0255
Si, 0.0928, 0.078, 0.0577
Si, 0.0653, 0.023, -0.1475
Si, 0.0041, -0.0761, -0.1301
Si, -0.0066, 0.011, -0.0126
Si, -0.051, -0.0542, 0.1821
Si, -0.0033, -0.0194, -0.0206
Si, 0.0087, 0.0223, -0.0073
Si, -0.0063, 0.0811, 0.0165
Si, 0.0098, -0.0234, 0.0027
Si, 0.0048, -0.0597, 0.0073
Si, -0.015, -0.0231, -0.0092
Si, 0.0021, -0.0113, -0.0163
Si, 0.0204, 0.0313, -0.002
Si, 0.0025, 0.087, 0.0334
Si, 0.0135, 0.01, -0.0248
Si, 0.0106, -0.0171, -0.007
Si, 0.0044, -0.0759, 0.011
Si, -0.0014, 0.0055, 0.0012
Si, 0.0012, 0.0061, -0.0001
Si, -0.0025, 0.0018, -0.0003
Si, -0.0038, -0.0033, -0.0001
Si, 0.0003, -0.0014, -0.0053
Si, 0.0049, 0.0014, 0.0017
Si, -0.0001, -0.002, -0.0056
Si, 0.0014, -0.0011, 0.0109
Si, -0.0049, -0.0067, 0.0062
Si, 0.0043, 0, -0.0231
Si, -0.0014, 0.0023, -0.0003
Si, 0.0017, 0.0045, 0.0001
Si, -0.0041, 0.0013, 0.0026
Si, -0.0014, 0.0008, 0.003
Si, -0.005, -0.0067, -0.0046
Si, 0.0028, 0.0024, 0.0012
Si, 0.0019, 0.0002, 0.0161
Si, 0.0026, 0.0025, 0.0006
Si, 0.0002, -0.0053, -0.001
Si, -0.0052, -0.0014, 0.0021
Si, -0.0028, 0.0026, 0.01
Si, 0.0025, 0.0039, 0.0024
Si, 0.0062, 0.0002, 0.0032
Si, 0.0025, 0.0017, 0.0032
Si, 0.0028, -0.0013, -0.0016
Si, 0.0003, -0.0042, 0.002
Si, 0.0024, -0.001, -0.0013
Si, -0.0035, 0.0025, 0.0009
Si, -0.0016, 0.0012, 0.0012
Si, -0.0021, 0.0041, -0.001
Si, -0.0011, 0.0002, 0.0022
Si, 0.0047, -0.0002, -0.0052
Si, -0.0028, -0.0008, 0.0006
Si, -0.002, -0.0021, 0.0001
Si, -0.0012, -0.0014, 0.0022
Si, 0.0011, 0.0008, -0.0025
Si, -0.0001, -0.0007, -0.0011
Si, -0.0011, 0.0004, 0.0002
Si, 0.0001, -0.0003, 0.0002
Si, 0.0005, 0.0003, -0.002
Si, 0, -0.0022, -0.0006
Si, 0.0007, -0.0022, -0.0029
Si, -0.0004, 0.0011, -0.0001
Si, -0.0009, 0.0003, -0.0022
Si, -0.0004, 0.0015, -0.0011
Si, -0.0001, -0.0001, 0.0012
Si, 0.0004, 0.0013, -0.0023
Si, -0.0005, 0.0007, 0.0021
Si, -0.0367, 0.0733, -0.0776
Si, 0.0401, 0.0621, 0.0563
Si, -0.0178, 0.0416, 0.0504
Si, 0.0066, -0.0458, 0.0381
Si, -0.0016, -0.0385, 0.1663
Si, -0.0798, -0.0892, -0.066
Si, 0.0122, 0.0315, 0.1166
Si, -0.0365, 0.0497, -0.0734
Si, -0.0355, -0.0513, -0.2434
Si, -0.0641, -0.0431, 0.1342
Si, 0.0733, -0.007, -0.1494
Si, -0.0112, -0.0444, 0.0244
Si, 0.0009, 0.0007, 0.0015
Si, -0.0008, 0, 0.0008
Si, -0.0003, 0.001, 0.0007
Si, -0.0002, 0.0004, 0.0009
Si, -0.0016, -0.0002, 0.0003
Si, -0.0005, -0.0011, -0.0005
Si, -0.0004, 0.0005, 0.0014
Si, -0.0019, 0.0024, -0.0014
Si, 0.0017, 0.0007, 0.0001
Si, 0, -0.0016, 0.0019
Si, 0.0001, -0.0017, 0.0041
Si, 0.0013, -0.0006, 0.0033
Si, 0.0022, 0.0018, -0.001
Si, 0.0011, 0.0021, -0.0025
Si, -0.0025, -0.0018, 0.0035
Si, -0.0011, -0.0033, -0.0001
Si, 0.0002, 0, 0.0007
Si, 0.0006, 0.0011, 0.0026
Si, 0.0045, -0.0024, -0.0015
Si, -0.001, -0.0022, 0.0016
Si, 0.0045, -0.0008, 0.0009
Si, -0.0013, 0.0024, 0.001
Si, -0.0017, 0.002, 0.0031
Si, -0.0033, 0.0048, 0.0027
Si, -0.0089, -0.0022, 0.0013
Si, 0.0053, 0.0013, -0.0047
Si, 0.0018, -0.0061, -0.0055
Si, 0.0085, 0.0003, -0.0005
Si, 0.0027, 0.0001, -0.0046
Si, -0.0095, 0.0025, 0.0033
Si, -0.0012, -0.0024, -0.0039
Si, 0.0049, 0.0021, -0.0054
Si, 0.0002, -0.001, -0.0074
Si, 0.0015, 0.0018, 0.0022
Si, -0.0019, 0.0038, 0.0027
Si, 0.0003, 0.0042, -0.0028
Si, 0.0005, -0.0011, 0.0081
Si, 0.0059, -0.0059, 0.0024
Si, -0.0013, -0.0013, 0.005
Si, -0.0023, 0.0026, -0.0066
Si, 0.0012, 0.0012, 0.007
Si, -0.0024, -0.002, 0.0025
Si, -0.0011, 0.0044, 0
Si, 0.0066, 0.0077, 0.0076
Si, 0.0029, -0.001, 0.0033
Si, -0.0037, -0.0008, 0.0024
Si, -0.0097, -0.0016, 0.0122
Si, -0.0033, 0.0022, 0.0013
O, 0.0004, -0.0023, -0.0035
O, 0.0016, -0.0037, -0.001
O, -0.0016, -0.0003, -0.0001
O, 0.0051, 0.0059, -0.0003
O, -0.001, -0.0012, 0.0001
O, -0.0006, 0.0061, -0.0067
O, 0.0011, 0.0009, -0.0006
O, -0.0006, 0.0036, -0.0054
O, -0.0007, -0.0027, 0.0031
O, -0.0019, 0.0034, -0.004
O, -0.0037, 0.0033, -0.0002
O, 0.0004, -0.0066, -0.0018
O, -0.0013, -0.0035, 0.0022
O, 0.0069, 0.0127, 0.0043
O, 0.0026, 0.0029, -0.0042
O, -0.0031, -0.0007, 0.0041
O, -0.0027, -0.005, 0.0013
O, 0.0006, 0.0099, 0.0005
O, 0.0021, 0.0075, 0.005
O, 0.0015, 0.001, 0.0011
O, -0.0019, -0.0036, -0.0029
O, 0.0017, -0.0003, 0.0005
O, -0.0007, 0.0036, 0.0107
O, -0.0023, -0.0034, -0.0067
Si, 0.0023, 0.0022, 0.0026
Si, -0.0024, -0.0011, 0.0014
Si, 0.0014, -0.0022, 0.0019
Si, 0.0029, -0.0012, -0.0006
Si, -0.0005, -0.0002, 0.0027
Si, 0.0008, -0.0003, 0.0007
Si, 0.0029, 0.0021, -0.0038
Si, -0.0004, 0.0005, -0.0006
Si, 0, 0.0006, 0.0007
Si, -0.0034, 0.0026, 0.0034
Si, -0.003, -0.0013, -0.0016
Si, -0.0028, -0.0025, 0.0012
Si, -0.0009, 0.0007, 0.0017
Si, 0.0006, 0.0017, 0.0017
Si, 0.0001, -0.0006, 0.0018
Si, 0.0019, -0.0043, 0.002
Si, -0.0067, -0.0076, -0.0033
Si, -0.0001, -0.0002, 0.0005
Si, 0.0026, -0.0012, 0.0026
Si, -0.0025, -0.0075, 0.0039
Si, -0.0017, 0.0075, -0.0021
Si, 0.0002, 0.001, 0.0029
Si, -0.0011, 0.004, -0.0012
Si, 0.0051, 0.0094, -0.0072
Si, 0.0017, -0.0087, -0.0019
Si, 0.0004, 0.0008, 0.0021
Si, 0.0046, -0.0009, -0.0024
Si, 0.0034, 0.0006, 0.0015
Si, -0.0029, -0.0024, -0.0021
Si, -0.0001, 0.0006, -0.0009
Si, 0.0052, 0.0024, -0.0018
Si, -0.0038, 0.0048, -0.0007
Si, -0.0009, 0.0001, -0.0009
Si, 0.0023, 0.0046, -0.0005
Si, 0.0001, -0.0005, 0.0022
Si, -0.0006, 0.0019, 0.0003
Si, -0.006, 0.0061, -0.0034
Si, -0.0009, 0.0007, -0.0002
Si, 0.0012, 0.0003, 0.0045
O, 0.0016, -0.001, -0.0021
O, -0.0016, 0.0041, -0.0036
O, 0.001, 0.0011, 0.0001
O, -0.0017, -0.0009, 0.0016
O, 0.0012, 0.0009, 0.0009
O, 0.002, -0.0027, -0.0026
O, 0.0008, 0.0007, 0.0004
O, -0.0008, -0.0001, 0.0012
O, -0.0007, 0.0012, 0.0003
O, -0.004, 0.0017, -0.001
O, 0.0013, -0.0024, 0.0001
O, 0.0001, -0.0007, -0.0002
O, -0.0003, 0.0003, 0.0006
O, -0.0003, -0.0019, -0.0001
O, -0.0005, 0.0012, 0.0008
O, -0.0005, 0.0001, -0.0024
O, 0.0007, 0.0016, -0.0002
O, 0.0002, 0.0012, -0.0002
O, -0.0002, 0.0003, -0.0005
O, 0.0022, 0.0005, 0.0013
O, -0.0007, 0.0027, 0.001
O, 0.0034, 0.0043, -0.0012
O, -0.0002, 0.0009, 0
O, -0.002, -0.0025, 0.0041
O, 0.0001, -0.0003, -0.0001
O, 0.001, 0.0021, -0.0002
O, 0.0011, 0.0008, 0.0007
O, 0.0015, 0.0009, -0.0001
O, 0.0003, 0, 0.0028
O, 0.0014, 0.0019, 0.0032
O, 0.0052, 0.0041, 0.0048
O, -0.0014, 0.0004, 0.0001
O, 0.0002, 0.0009, 0.0015
O, -0.0018, -0.0013, 0.0021
O, -0.0017, 0.0018, 0.0021
O, 0.0006, 0.0012, 0.0007
O, 0.003, 0.0006, -0.0033
O, 0.0001, 0.0009, 0.0007
O, 0.0036, 0.0023, -0.0019
O, 0.0001, -0.0011, 0.0037
O, -0.0011, 0.0001, 0.0007
O, -0.0005, 0.0009, -0.0011
O, 0.0005, -0.0018, -0.0021
O, -0.0049, -0.0055, -0.0036
O, -0.0006, -0.0023, -0.0025
O, -0.0002, 0.0007, 0.0006
O, -0.0001, 0.0008, 0.0005
O, -0.0007, -0.0005, -0.0007
O, -0.0003, -0.0006, 0.0003
O, -0.0015, 0.0009, -0.001
O, 0.003, 0.0022, 0.0048
O, 0.0011, -0.0002, -0.0003
O, -0.0052, -0.0028, 0.0004
O, 0.0008, 0.0012, 0.0002
O, -0.0001, 0.0002, -0.0019
O, -0.0004, -0.0002, 0.0005
O, 0.0003, 0.0014, -0.0012
O, 0.0007, 0.0025, 0.0007
O, 0.0022, -0.0004, 0.0056
O, 0.0027, -0.004, -0.0042
O, 0.0011, 0.001, -0.0005
O, 0.0004, -0.0018, -0.0005
O, 0.0013, 0.0011, -0.0003
O, 0.0054, -0.0054, 0.0008
O, 0.0009, -0.0003, 0.0006
O, 0.0005, -0.0006, -0.0021
O, -0.0031, -0.0019, 0.0024
O, 0.0055, -0.0083, -0.0059
O, -0.0015, -0.0005, 0.0035
O, -0.0027, -0.0081, 0.0028
O, -0.0012, -0.0013, 0.0026
O, 0.001, -0.0065, -0.0035

The program warned: the cutoff lies below the one the program advises for these potential files; the exchange-correlation potential is rough where the density is thin.
